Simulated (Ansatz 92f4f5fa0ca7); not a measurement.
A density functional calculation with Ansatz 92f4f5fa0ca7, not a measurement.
Periodic cell of 226 atoms, Si133O92P1, from a study of silicon, its oxide and their interface. The atomic structure is a simulated model.
Doubt: the cutoff is far below the 930 eV that the study's wrapper takes by default for these files, so forces and energies are approximate.
This geometry differs little from another in the collection (a relaxation step or a small displacement).

Settings: functional PBE; potential files Ansatz PAW; basis plane waves; wave-function cutoff 580 eV; density cutoff ratio 5; exchange-correlation grid ratio 1; k mesh 1 x 1 x 1, Gamma-centred; self-consistency stop 5e-08 eV per atom in the density residual; occupations fixed; spin none; net charge +1 e, with a uniform compensating background and no finite-size correction.

Cell vectors (angstrom)
a, 10.938, 0, 0
b, 0, 10.938, 0
c, 0, 0, 31.9494

Atoms and the computed forces on them: element, x, y, z (angstrom), force x, y, z (eV/angstrom)
Si, 10.6269, -0.0004, 24.4191, -0.0001, 0.0089, 0.0062
Si, 5.0753, 0.1233, 24.6645, -0.0051, 0.0035, 0.0094
Si, 2.8201, 2.2919, 24.5294, 0.0043, -0.0091, 0.0093
Si, 8.5704, 2.4369, 24.5637, 0.0042, -0.0014, 0.0111
Si, 10.7072, 5.5848, 24.3335, -0.0076, 0.0022, 0.0091
Si, 5.1592, 5.6137, 24.4495, -0.0009, 0.008, 0.0119
Si, 2.989, 7.9551, 24.4077, 0.0062, -0.0031, 0.015
Si, 8.4172, 7.8299, 24.4189, 0.0052, -0.0087, 0.0037
Si, 1.2922, 1.1309, 25.8439, 0.0009, 0.0012, 0.0016
Si, 6.8145, 1.3296, 25.7399, -0.0008, -0.0013, -0.0014
Si, 3.9834, 4.0107, 25.7313, -0.0006, 0.0005, 0.0009
Si, 9.6877, 4.0234, 25.8561, 0.0016, -0.0016, 0.0014
Si, 1.3365, 6.7949, 25.6693, 0.0026, -0.0024, -0.0024
Si, 6.8037, 6.7228, 25.7556, -0.002, 0.0008, 0.0038
Si, 3.9988, 9.4686, 25.962, 0.0065, -0.0017, -0.0029
Si, 9.4812, 9.4408, 25.8045, 0.0014, -0.0015, 0.001
Si, 2.6341, -0.1317, 27.2961, 0.0011, 0.0042, -0.0049
Si, 8.1378, -0.0651, 27.1458, 0.0006, 0.0024, 0.0023
Si, 0.0784, 2.655, 27.215, -0.0043, -0.0013, -0.0034
Si, 5.4504, 2.7223, 27.1116, 0.0004, 0.0001, -0.0001
Si, 2.6644, 5.4174, 27.109, 0.0018, 0.0055, 0.0024
Si, 8.1921, 5.371, 27.1391, 0.0031, 0.0015, -0.0039
Si, 0.0106, 8.1527, 27.1332, -0.0034, 0.0004, 0.0012
Si, 5.511, 8.1436, 27.1852, -0.0054, -0.0039, -0.0037
Si, 4.0856, 1.3304, 28.5001, 0.0007, 0.0022, -0.0009
Si, 9.5424, 1.3183, 28.5081, -0.0009, -0.0013, -0.002
Si, 1.3871, 4.0699, 28.5684, 0.0088, -0.0012, 0.006
Si, 6.8058, 4.0626, 28.5252, -0.0032, -0.0005, 0.0027
Si, 4.0782, 6.7796, 28.4908, -0.0004, -0.0068, -0.0055
Si, 9.5583, 6.7833, 28.4897, 0.0017, -0.0009, -0.0072
Si, 1.2885, 9.4812, 28.6317, -0.0078, -0.0074, 0.0219
Si, 6.8215, 9.5417, 28.5662, 0.0028, 0.0008, 0.0051
Si, -0.046, -0.0172, 29.9358, -0.0041, -0.0084, -0.0039
Si, 5.4491, -0.0087, 29.9035, 0.0039, -0.0037, -0.0003
Si, 2.7707, 2.7182, 29.9047, -0.0025, 0.012, -0.002
Si, 8.1846, 2.7061, 29.8778, -0.0008, -0.0027, 0.0007
Si, -0.0153, 5.4432, 29.8993, 0.0011, -0.0052, -0.0006
Si, 5.4547, 5.4515, 29.8898, -0.0035, -0.0001, -0.0007
Si, 2.7352, 8.1464, 29.9139, -0.0072, 0.0009, -0.0035
Si, 8.221, 8.1807, 29.8856, -0.0023, 0.0087, 0.0011
Si, 1.3651, 1.3784, 31.2554, 0.005, -0.0009, 0.0001
Si, 6.8209, 1.3742, 31.2663, 0.0005, 0.0015, 0.0028
Si, 4.1145, 4.091, 31.2819, 0.0021, -0.004, -0.0003
Si, 9.5439, 4.0853, 31.2579, -0.0021, 0.0066, -0.0016
Si, 1.3575, 6.8142, 31.2827, 0.0026, 0.0031, -0.001
Si, 6.8226, 6.8507, 31.2466, 0.0016, -0.0075, 0.0004
Si, 4.0808, 9.5656, 31.2674, -0.0007, 0.0036, -0.0001
Si, 9.5455, 9.5531, 31.2969, 0.0047, 0.0026, -0.0014
Si, 2.7352, 0.0268, 0.6843, -0.0058, -0.0056, 0.0018
Si, 8.1961, 0.0264, 0.6829, -0.002, -0.001, 0.0012
Si, 0.0071, 2.755, 0.6839, -0.0013, 0.0014, 0.0026
Si, 5.4825, 2.7548, 0.7144, -0.0015, 0.0033, -0.0017
Si, 2.7448, 5.4678, 0.6901, -0.0023, 0.0005, -0.0006
Si, 8.1998, 5.4995, 0.6656, 0.0016, 0.0014, -0.0002
Si, 0.0149, 8.2212, 0.7095, -0.0029, -0.0024, 0.0011
Si, 5.4743, 8.2332, 0.6914, 0.0005, 0.0021, 0.0001
Si, 4.0976, 1.3957, 2.0734, 0.0042, -0.0023, 0.004
Si, 9.5963, 1.3733, 2.0488, -0.0083, 0.0029, -0.0018
Si, 1.3595, 4.1452, 2.0607, 0.0157, -0.0094, 0.0042
Si, 6.8377, 4.172, 2.0527, 0.0005, 0.0029, 0.0025
Si, 4.0955, 6.8655, 2.0512, 0.0069, -0.01, 0.003
Si, 9.5727, 6.8538, 2.06, -0.0081, -0.0019, 0.0075
Si, 1.3656, 9.6326, 2.0682, 0.0112, 0.004, -0.0051
Si, 6.8233, 9.6437, 2.0539, 0.0025, 0.0006, 0.0127
Si, 0.0281, 0.0563, 3.4877, 0.0074, -0.0128, 0.0101
Si, 5.4754, 0.0589, 3.4657, 0.0003, 0.0042, 0.004
Si, 2.7156, 2.7818, 3.4167, -0.006, -0.0044, -0.0035
Si, 8.2485, 2.8056, 3.3467, -0.0087, 0.0035, -0.0163
Si, 0.0249, 5.5265, 3.4618, -0.0096, 0.0218, 0.0063
Si, 5.4757, 5.5414, 3.4488, 0.0059, -0.009, 0.0089
Si, 2.7379, 8.2649, 3.4008, -0.013, 0.0182, -0.0016
Si, 8.2351, 8.3006, 3.3753, 0.0072, -0.0019, -0.0011
Si, 1.3751, 1.4731, 4.8646, -0.0028, 0.0021, -0.0084
Si, 6.9033, 1.5045, 4.7313, -0.0063, -0.0181, 0.0031
Si, 4.057, 4.1646, 4.7727, 0.0119, 0.0271, 0.0151
Si, 9.619, 4.0913, 4.7814, 0.014, 0.0071, 0.0003
Si, 1.3625, 6.9753, 4.8274, 0.0063, -0.0165, 0.0042
Si, 6.8368, 7.0348, 4.748, 0.0049, -0.0036, -0.0047
Si, 4.0847, 9.5926, 4.8031, 0.0206, -0.0062, 0.0096
Si, 9.5902, 9.5981, 4.8377, -0.0137, 0.0171, -0.0115
Si, 2.7425, 0.0429, 6.1583, 0.0163, -0.0036, -0.0214
Si, 8.2813, 0.1489, 6.0934, -0.0083, -0.0044, 0.0161
Si, 0.0005, 2.8083, 6.3229, 0.0174, 0.0172, 0.0368
Si, 5.5116, 2.8516, 6.0906, -0.001, 0.0271, -0.0239
Si, 2.7489, 5.6203, 6.1421, 0.0143, -0.0253, 0.0179
Si, 8.2442, 5.5935, 5.9482, 0.0004, 0.0426, -0.0048
Si, 0.0564, 8.3376, 6.3488, -0.0122, -0.0174, -0.029
Si, 5.4856, 8.3298, 6.2442, -0.0101, 0.0105, 0.0189
Si, 4.4068, 1.2026, 7.3525, 0.0433, -0.0533, -0.0293
Si, 9.7943, 1.1601, 7.6378, -0.0204, 0.0166, -0.027
Si, 1.1673, 4.5259, 7.491, -0.0048, -0.0187, -0.1692
Si, 6.6359, 4.5569, 7.2834, -0.0446, 0.0141, -0.0692
Si, 4.3116, 6.7289, 7.5579, -0.002, 0.0012, -0.0951
P, 9.7322, 6.6507, 7.4198, -0.0128, -0.0233, 0.0438
Si, 1.2735, 9.9654, 7.7508, -0.0113, -0.0063, 0.0247
Si, 6.7076, 10.0007, 7.4162, -0.0076, -0.0107, -0.0888
O, 9.5871, 1.2399, 23.9869, -0.0015, -0.0051, 0.0015
O, 4.1071, 6.8049, 23.952, -0.003, -0.001, 0.0004
O, 4.0109, 1.2375, 24.0339, 0.0007, 0.003, 0.0017
O, 9.5346, 6.6978, 23.9024, -0.0003, 0.0033, 0.0056
O, -0.0856, 5.6342, 7.9802, -0.0507, 0.0123, 0.0049
O, 5.5621, 0.1529, 7.9422, -0.0166, 0.0182, 0.0338
O, 0.0498, 0.0962, 8.1779, 0.0142, -0.0011, -0.0191
O, 5.5303, 5.6399, 7.877, 0.0288, 0.0044, 0.0688
O, 7.6273, 4.0322, 8.4631, 0.0241, -0.0305, 0.0181
O, 8.7908, 7.0625, 8.6584, -0.0368, 0.0521, 0.0095
O, 2.175, 9.4663, 9.067, 0.0059, 0.0052, 0.0045
O, 8.8584, 1.698, 8.9129, 0.0061, -0.0075, 0.0126
O, 7.6686, 9.4764, 8.6635, 0.0269, -0.0179, 0.0406
O, 3.5547, 1.8658, 8.583, -0.0288, 0.0413, 0.0389
O, 3.556, 7.2254, 8.9536, -0.0197, 0.0238, 0.0397
O, 2.0175, 4.0575, 8.8217, 0.0819, -0.0474, 0.1587
O, 8.142, 3.4923, 23.3659, -0.0134, 0.0115, -0.0144
O, 0.4463, 4.9263, 22.9552, 0.0094, -0.0134, -0.0106
O, 1.8964, 2.7383, 23.2468, -0.0146, 0.0125, -0.0172
O, 5.8361, 4.9102, 23.1207, 0.0132, -0.0128, -0.0115
O, 5.5249, 9.9806, 23.5135, 0.0124, -0.0099, -0.0143
O, 2.4489, 8.694, 23.0286, -0.0127, 0.0113, -0.0158
O, 0.1926, 10.0633, 23.0924, 0.0111, -0.0093, -0.013
O, 7.7875, 8.5725, 23.0802, -0.0131, 0.0125, -0.008
Si, 8.6686, 7.6937, 18.4471, -0.001, 0.0002, -0.0032
Si, 8.793, 6.3442, 13.6363, 0.001, 0.0017, 0.0124
Si, 3.8081, 1.5243, 14.726, -0.0029, -0.0004, 0.0108
Si, 2.1447, 5.7417, 17.6321, -0.0033, -0.0017, 0.001
Si, 2.4175, 3.1375, 19.4933, -0.0053, 0.0026, -0.0011
Si, 9.8301, 9.0072, 12.0709, -0.0036, -0.0042, -0.0061
Si, 1.3343, 9.4186, 22.0789, 0.0012, -0.0004, 0.0172
Si, 9.1901, 0.9324, 13.1777, -0.0002, 0.0033, 0.0059
Si, 1.4213, 5.047, 13.0452, 0.0026, 0.0023, 0.0074
Si, 1.806, 8.2467, 12.8404, -0.0012, -0.0032, -0.002
Si, 6.65, 9.5502, 22.4304, 0.0013, -0.0039, 0.011
Si, 4.5337, 4.5916, 15.7068, -0.0006, 0.0013, 0.0045
Si, 8.2015, 3.0406, 9.6012, 0.042, -0.0069, -0.0075
Si, 0.8505, 8.2399, 19.2663, 0.0002, 0.0045, 0.001
Si, 6.9523, 1.3462, 21.0938, 0.0021, -0.0007, -0.0044
Si, 8.2585, 8.3348, 9.652, 0.0028, -0.0297, -0.0591
Si, 10.8887, 5.2098, 15.6202, -0.0001, -0.0006, 0.0018
Si, 7.5776, 9.4958, 16.322, -0.0003, -0.0017, 0.0054
Si, 9.9327, 2.0464, 20.2942, -0.0002, 0.0024, -0.0026
Si, 3.224, 8.5152, 9.9416, 0.002, -0.0146, -0.0433
Si, 6.6973, 3.3399, 17.4067, -0.0006, 0.0012, 0.0051
Si, 1.1711, 0.2037, 19.8045, 0.0015, -0.0026, -0.0042
Si, 3.2181, 2.8065, 12.3066, -0.0018, 0.0044, 0.0019
Si, 7.2259, 5.3878, 19.6831, 0.0013, -0.0057, 0.0001
Si, 5.7765, 8.652, 11.5267, 0.0088, -0.0075, -0.0076
Si, 5.7947, 6.0618, 13.2058, 0.0013, 0.0052, 0.0061
Si, 4.6442, 9.7005, 17.6317, -0.0013, -0.0011, 0.0023
Si, 1.019, 3.5923, 22.1714, 0.0029, 0.0074, 0.017
Si, 4.8991, 1.4805, 18.8039, 0.0021, -0.0016, -0.0019
Si, 3.1593, 3.1189, 9.5314, -0.049, 0.0219, -0.0574
Si, 6.4699, 10.7997, 13.7808, -0.0011, -0.0006, 0.0066
Si, 10.3584, 0.11, 15.9646, 0.0014, 0.0028, 0.0026
Si, 5.6398, 3.6606, 11.1513, 0.0014, -0.012, 0.0019
Si, 9.8535, 3.8813, 11.924, -0.0055, -0.0026, -0.0097
Si, 2.3544, 9.9179, 15.5642, 0.0003, -0.0014, 0.0039
Si, 6.086, 8.1147, 19.8055, -0.0015, 0.0046, -0.0004
Si, 6.9386, 3.9701, 22.3743, -0.0005, 0.0047, 0.0116
Si, 9.7506, 2.7754, 17.3591, 0.0033, 0.0005, 0.0063
O, 7.2035, 6.3704, 13.9748, 0.0014, -0.0005, -0.0069
O, 1.8918, 7.0515, 18.6804, 0.0016, -0.004, 0.0024
O, 10.2673, 4.0567, 16.5383, -0.0018, -0.0021, -0.0023
O, 6.1722, 9.9587, 17.0482, 0.0011, -0.0009, -0.0036
O, 10.1653, 0.6477, 14.4383, 0.005, -0.0041, 0.0028
O, 8.4542, 6.1107, 18.8576, 0.0016, 0.0024, 0.0025
O, 5.1797, 0.6678, 14.3962, 0.0003, -0.0003, -0.0071
O, 5.7115, 2.0534, 17.5188, 0.0019, 0.0016, -0.0027
O, 8.3496, 1.9341, 20.5537, 0.0046, 0, 0.0055
O, 1.9936, 4.2919, 18.4023, 0.0012, 0.0049, -0.0016
O, 6.9371, 2.8057, 10.6175, -0.0319, 0.0043, 0.0134
O, 4.8514, 2.6931, 12.1939, -0.0055, -0.0025, -0.0047
O, 6.0368, 4.3857, 16.3384, 0.0021, -0.0003, -0.0037
O, 4.536, 3.945, 9.9339, 0.016, -0.0012, 0.0063
O, 10.6902, 2.7663, 21.5516, -0.0086, -0.0085, -0.0015
O, 9.7384, 6.1789, 14.9643, 0.0058, -0.0027, 0.0025
O, 6.0158, 6.4794, 19.8412, -0.0004, -0.0002, 0.0057
O, 4.0872, 0.1644, 18.2839, 0.0006, -0.0014, 0.0025
O, 9.2662, 10.5295, 12.2275, -0.0005, 0.0122, -0.0026
O, 2.8524, 4.3482, 12.7256, -0.002, 0.0002, -0.0089
O, 1.9132, 10.7026, 21.2157, -0.0008, 0.008, -0.0043
O, 3.9955, 2.7178, 19.3874, 0.0016, -0.0022, 0.0049
O, 0.7422, 10.0401, 15.9737, -0.0027, 0.0007, -0.0041
O, 1.2875, 9.7967, 18.8398, -0.0004, -0.0014, -0.0001
O, 1.7136, 1.659, 19.2721, 0.0016, 0.0005, 0.0045
O, 8.9461, 10.3937, 16.4942, -0.0012, -0.0019, -0.0025
O, 4.887, 8.5765, 18.7944, -0.0025, 0.0008, 0.0002
O, 9.6138, 8.7058, 10.4609, 0.0091, 0.0098, 0.0244
O, 6.755, 4.0815, 18.8519, -0.0008, -0.0038, -0.0012
O, 2.8398, 1.696, 13.4022, 0.0019, -0.0033, -0.0037
O, 5.8319, 8.7645, 21.2695, -0.0045, -0.0096, -0.0091
O, 2.5078, 2.4716, 10.8773, 0.0009, -0.0047, 0.0243
O, 7.6227, 4.8426, 21.1719, 0.0026, 0.0093, -0.0087
O, 5.2402, 7.4645, 12.5292, -0.0003, -0.0119, -0.0024
O, 0.4416, 9.0485, 12.4968, 0.0076, -0.0014, -0.0063
O, 7.6001, 1.0352, 13.5542, -0.0034, -0.0017, -0.0082
O, 7.1213, 9.6212, 14.7427, 0.0032, -0.0026, -0.001
O, 8.9788, 4.9985, 12.7213, -0.0058, 0.0136, -0.0005
O, 8.104, 8.0366, 16.9165, -0.0014, 0.0016, -0.0045
O, 6.2168, 2.5717, 21.9046, -0.0006, -0.0095, 0.0029
O, 2.4641, 9.0613, 14.1236, 0.0038, 0.0079, 0.0043
O, 0.429, 4.49, 11.8694, 0.0074, 0.0023, -0.003
O, 0.8217, 8.3116, 20.9392, -0.0033, -0.0071, -0.0096
O, 9.3917, 3.8301, 10.363, 0.0081, 0.0039, 0.0228
O, 9.6772, 2.3565, 12.5166, -0.0003, -0.0124, -0.0001
O, 7.6302, 8.5575, 19.399, 0.0042, -0.0015, 0.0048
O, 2.5789, 8.1763, 11.3937, -0.014, -0.0011, 0.0239
O, 3.9956, 3.0483, 15.3502, 0.0017, 0.0045, -0.0044
O, 0.8204, 4.4786, 14.4463, -0.005, -0.0016, 0.0016
O, 10.0513, 2.9811, 18.9505, -0.0003, 0.0029, -0.0045
O, 9.1408, 7.7773, 12.9077, -0.0021, -0.0102, -0.0035
O, 10.516, 0.5266, 20.073, 0.0018, -0.0014, 0.0059
O, 6.0338, 5.031, 11.9353, 0.0009, 0.0106, -0.0018
O, 8.1515, 2.7285, 17.0063, -0.001, 0.0004, -0.0028
O, 3.5387, 5.4646, 16.7238, 0.0001, -0.0001, -0.0021
O, 4.6929, 9.1202, 10.3679, 0.0065, 0.0013, 0.0066
O, 1.5424, 6.667, 13.189, -0.0006, -0.002, -0.0081
O, 4.763, 5.4906, 14.341, -0.0046, -0.0059, 0.0005
O, 2.0474, 3.85, 20.9231, 0.0084, -0.0031, -0.0093
O, 10.5577, 1.4262, 16.9089, -0.0008, 0.0003, -0.0015
O, 0.9601, 6.0716, 16.552, 0.0021, 0.001, 0.0002
O, 7.3316, 10.9495, 21.9449, 0.0013, 0.0099, 0.0024
O, 5.9365, 0.9094, 19.9164, -0.0089, -0.0009, -0.0022
O, 6.1182, 10.0021, 12.3815, 0.003, 0.0145, 0.0066
O, 2.8696, 0.5366, 15.6065, -0.0017, -0.0013, -0.0046
O, 7.0709, 7.9873, 10.7131, -0.0196, 0.0034, 0.0158
O, 10.2547, 8.0107, 18.6907, -0.0027, -0.0018, 0.0032
O, 3.4549, 9.1873, 16.5868, 0.0027, -0.0017, -0.0019

Results
free energy: -137631.951 eV
free energy less fixed offsets of O -568.88, P -755.39, Si -635.61 eV per atom: -3.471 eV

The program warned: the cutoff lies below the one the program advises for these potential files; the forces do not sum to zero within the program's tolerance; the exchange-correlation potential is rough where the density is thin.
